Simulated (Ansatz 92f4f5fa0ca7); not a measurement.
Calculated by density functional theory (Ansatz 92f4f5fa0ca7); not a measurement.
Periodic cell of 227 atoms, Si134O92H1, from a study of silicon, its oxide and their interface. The atomic structure is a simulated model.
Doubt: the cutoff is far below the 930 eV that the study's wrapper takes by default for these files, so forces and energies are approximate.
This geometry differs little from another in the collection (a relaxation step or a small displacement).

Settings
functional: PBE
potential files: Ansatz PAW
basis: plane waves
wave-function cutoff: 580 eV
density cutoff ratio: 5
exchange-correlation grid ratio: 1
k mesh: 1 x 1 x 1, Gamma-centred
self-consistency stop: 5e-08 eV per atom in the density residual
occupations: fixed
spin: none
net charge: +1 e, with a uniform compensating background and no finite-size correction

Cell vectors (angstrom)
a 10.938 0 0
b 0 10.938 0
c 0 0 32.2051

Atoms and the computed forces on them: element, x, y, z (angstrom), force x, y, z (eV/angstrom)
Si 0.2062 -0.3765 24.8308 0.001 0.0003 -0.0087
Si 5.4776 -0.3467 24.6781 -0.0026 0.0021 0.0039
Si 2.553 2.9059 24.7439 -0.0002 0.0017 -0.004
Si 7.964 3.0924 24.5714 -0.0079 0.0007 -0.0011
Si 0.1609 5.0139 24.6828 -0.0039 -0.0057 0.0008
Si 5.659 5.3012 24.8382 0.0077 -0.003 -0.009
Si 2.4209 8.2575 24.9314 -0.0014 -0.0046 0.0034
Si 7.8254 8.4395 24.6437 0.0017 0.0061 -0.0098
Si 1.3677 1.3063 26.0319 -0.0011 0.0019 0.0045
Si 6.7813 1.3461 25.8099 0 0.0033 -0.0024
Si 4.063 4.1057 26.0808 -0.003 0.0002 0.0019
Si 9.5273 4.0065 26.0964 0.0017 0.0043 -0.0008
Si 1.1819 6.7029 26.0801 0.0023 0.0052 -0.0002
Si 6.8533 6.8444 26.1001 -0.0006 -0.0054 0.006
Si 4.0613 9.4533 26.1487 0.0024 0.0015 -0.0006
Si 9.4502 9.5206 26.0371 -0.0008 -0.0036 0.0018
Si 2.7493 -0.0058 27.4391 0.0001 -0.0017 -0.0005
Si 8.1525 0.0545 27.3535 0.0009 0.0001 0.0009
Si 0.0115 2.6772 27.428 0.0002 -0.0007 -0.0011
Si 5.4846 2.7059 27.3608 0.0011 -0.0027 0.0004
Si 2.7023 5.4795 27.4328 0.0004 -0.0004 -0.0014
Si 8.2397 5.4743 27.4363 0.0013 -0.0012 0.0003
Si -0.0792 8.1855 27.4234 0.0019 0.0011 -0.0014
Si 5.4833 8.1661 27.4773 -0.0011 0.0019 -0.0006
Si 4.1018 1.3673 28.7869 0.241 0.0321 -0.0532
Si 9.5708 1.3673 28.7869 -0.2139 -0.1865 -0.0385
Si 1.3673 4.1018 28.7869 -0.0642 -0.1666 0.0465
Si 6.8362 4.1018 28.7869 0.0216 -0.1091 -0.2879
Si 4.1018 6.8362 28.7869 -0.1941 -0.1605 0.2903
Si 9.5708 6.8362 28.7869 -0.0939 -0.0596 0.53
Si 1.3673 9.5708 28.7869 -0.1948 -0.1158 -0.1691
Si 6.8362 9.5708 28.7869 0.0597 0.3099 -0.0708
Si 0 0 30.1541 -0.1192 -0.1125 -0.0177
Si 5.469 0 30.1541 -0.0098 -0.0023 -0.006
Si 2.7345 2.7345 30.1541 0.0053 0.0347 -0.0307
Si 8.2035 2.7345 30.1541 0.0072 0.001 -0.0219
Si 0 5.469 30.1541 -0.0272 -0.0025 0.0046
Si 5.469 5.469 30.1541 -0.1264 -0.0874 -0.017
Si 2.7345 8.2035 30.1541 -0.0107 -0.0521 -0.0062
Si 8.2035 8.2035 30.1541 0.0453 -0.0062 -0.002
Si 1.3673 1.3673 31.5214 0.0331 0.0019 -0.0323
Si 6.8362 1.3673 31.5214 0.0116 0.0012 -0.0319
Si 4.1018 4.1018 31.5214 0.0153 -0.0171 0.0015
Si 9.5708 4.1018 31.5214 -0.0013 0.009 -0.0217
Si 1.3673 6.8362 31.5214 0.0129 -0.0252 -0.0184
Si 6.8362 6.8362 31.5214 -0.0209 0.0509 -0.0307
Si 4.1018 9.5708 31.5214 -0.0027 0.0469 -0.0232
Si 9.5708 9.5708 31.5214 0.024 -0.0134 0.0062
Si 2.7345 0 0.6835 0.0093 -0.0359 0.0254
Si 8.2035 0 0.6835 -0.0556 0.0475 -0.0041
Si 0 2.7345 0.6835 -0.0036 -0.0042 0.03
Si 5.469 2.7345 0.6835 0.0181 -0.0395 0.0116
Si 2.7345 5.469 0.6835 -0.0086 0.0237 0.0077
Si 8.2035 5.469 0.6835 0.0103 -0.0187 0.018
Si 0 8.2035 0.6835 -0.0038 0.0001 0.0191
Si 5.469 8.2035 0.6835 -0.044 -0.0153 0.0317
Si 4.1018 1.3673 2.0507 0.0129 0.0884 -0.0024
Si 9.5708 1.3673 2.0507 0.0036 -0.0437 0.0123
Si 1.3673 4.1018 2.0507 0.1088 0.0443 0.0129
Si 6.8362 4.1018 2.0507 0.0019 0.0337 0.0114
Si 4.1018 6.8362 2.0507 0.0167 -0.0411 0.0159
Si 9.5708 6.8362 2.0507 0.0155 0.038 0.0288
Si 1.3673 9.5708 2.0507 -0.0253 0.0226 0.013
Si 6.8362 9.5708 2.0507 0.1194 0.0853 -0.0036
Si 0 0 3.418 -0.169 -0.2901 -0.1542
Si 5.469 0 3.418 0.0537 -0.0621 0.0912
Si 2.7345 2.7345 3.418 0.2892 0.1703 -0.402
Si 8.2035 2.7345 3.418 0.0998 0.1869 -0.0081
Si 0 5.469 3.418 0.1405 0.2177 0.1931
Si 5.469 5.469 3.418 0.0443 0.1499 -0.1239
Si 2.7345 8.2035 3.418 -0.175 -0.121 0.2288
Si 8.2035 8.2035 3.418 0.1251 0.2568 -0.0095
Si 1.373 1.3768 4.6976 0.0014 0.0006 -0.0003
Si 6.8609 1.3735 4.776 -0.0025 -0.0003 -0.0011
Si 4.1106 4.1199 4.7711 -0.0044 -0.0035 0.001
Si 9.5691 4.1422 4.791 0.0009 -0.0005 0.0007
Si 1.3585 6.8516 4.8652 -0.0001 0.0002 -0.0007
Si 6.818 6.8896 4.7684 0.0007 0.0007 -0.0006
Si 4.1036 9.5568 4.7865 -0.0019 0.0018 -0.0001
Si 9.6068 9.5439 4.8352 0.0031 -0.0037 -0.0026
Si 2.743 0.0492 6.0552 -0.0006 -0.0002 -0.0004
Si 8.2654 0.0697 6.1522 0.0016 0.0019 -0.0037
Si 0.0925 2.7892 6.0554 0.001 0.0008 -0.0024
Si 5.5759 2.8218 6.1105 0.0046 0.0053 0.0037
Si 2.7803 5.4925 6.1997 0.0023 -0.0015 -0.0037
Si 8.2914 5.6409 6.126 -0.0006 -0.0002 0.0006
Si 0.0552 8.2264 6.3563 0.0002 0.0007 0.0024
Si 5.4608 8.2318 6.2072 0.0004 -0.0002 -0.0027
Si 3.933 1.6445 7.2695 -0.0138 -0.0017 0.0173
Si 9.9445 1.2323 7.3764 -0.0006 0.0022 0.0109
Si 1.6765 3.8329 7.4598 0.0012 -0.0009 0.0036
Si 6.7525 4.467 7.3729 0.003 -0.0025 -0.0054
Si 4.4001 6.5671 7.549 -0.0002 -0.0034 0.0057
Si 9.2826 7.1811 7.7053 0.0041 -0.001 0.0002
Si 1.2322 9.9413 7.5288 0.002 -0.0032 -0.0023
Si 7.0496 9.4652 7.4344 0.0025 -0.0043 0.0107
O 5.5542 5.4495 7.9357 -0.0033 0.0019 0.0017
O 0.0497 0.0832 7.9443 -0.0034 0.0039 0.0003
O 2.8242 2.7161 7.8462 0.0102 -0.0086 -0.0012
O 8.1648 8.364 7.9132 -0.0049 0.0071 -0.0021
O 1.382 9.4501 24.4629 0.0009 0.0018 -0.0026
O 6.7304 4.1593 24.3374 -0.0023 -0.0076 0.0025
O 6.6504 9.5238 24.1621 0.0005 0.0017 -0.001
O 1.4079 4.002 24.2912 0.0038 -0.0043 -0.0012
O 6.4473 10.0758 8.8513 -0.003 0.014 -0.0013
O 1.0851 4.2506 8.9528 0.0014 -0.0004 -0.0017
O 1.9819 9.5367 8.9491 0 0.0005 0.0005
O 7.6736 4.1139 8.709 0.0093 -0.0312 0.0082
O 9.5072 6.7247 9.3158 -0.0014 0.0012 0.0003
O 4.53 0.9078 8.6051 0.0318 0.0037 -0.0116
O 3.814 7.0173 9.0249 0.0004 0 -0.0017
O 9.5616 2.123 8.7136 -0.0313 0.0014 0.0066
O 4.5147 0.0387 23.3671 -0.0005 -0.0018 -0.0033
O 8.7077 3.1261 23.0517 -0.0006 0.0015 0.0006
O 10.3898 5.2395 23.1916 0.0015 0.0012 0
O 5.203 6.0906 23.4573 0.0008 -0.0007 0.0018
O 8.4175 7.7966 23.2418 -0.0009 -0.0004 0.0032
O 3.2647 2.362 23.3424 -0.0031 -0.0084 -0.0044
O 2.903 7.4553 23.5808 0.0008 0.0001 -0.0013
O 10.5458 0.016 23.3294 0.0122 -0.0013 -0.0055
Si -0.3657 9.1222 12.3571 0.0005 0.0007 0.0006
Si 9.2267 2.7238 14.7663 -0.0016 -0.001 0.0034
Si 4.2788 12.0557 14.2814 0.0021 0 0.0027
Si 0.0672 11.5637 13.6886 0.001 -0.0001 0.0016
Si 10.4268 4.8959 16.654 -0.0005 -0.0005 -0.0011
Si 2.1872 4.8295 14.8907 0.0013 -0.0008 0.0013
Si 11.0429 3.7761 19.5541 -0.001 -0.0019 -0.0014
Si 3.4416 0.957 22.5394 -0.0161 -0.0026 -0.0187
Si 2.0958 9.5102 10.5677 -0.0003 0.0005 -0.0009
Si 0.1815 -3.0472 20.6124 -0.0009 0.0003 0.0008
Si 7.2682 1.8655 18.5578 0.0046 -0.012 -0.0187
Si 8.2339 2.7521 9.3931 -0.0178 -0.0176 -0.0231
Si 4.6598 -0.3698 11.6999 0.0013 0.0007 0.0015
Si 8.7807 6.9654 10.7773 0.0004 0.0002 -0.0017
Si 1.4548 4.2899 10.533 -0.001 -0.0011 0
Si 5.0346 11.3579 19.9972 0.006 0.0172 0.0037
Si 11.4041 -0.2156 21.96 0.0151 0.0045 0.0077
Si 3.4542 6.7798 10.5985 0.0003 0.0001 0
Si 9.3405 4.4115 22.2279 0 -0.0001 -0.0007
Si 3.5306 7.4474 15.4666 -0.0002 -0.0011 -0.0013
Si 4.8211 3.4293 15.8692 0.0034 0.0006 0.0016
Si 9.423 4.1259 11.844 0.0008 0.0009 0.0015
Si -0.6672 0.9269 19.2782 -0.0202 0.001 -0.0034
Si 15.7372 0.9268 17.1589 -0.0058 0.0021 0.0029
Si 6.5159 4.8129 17.6972 0.0028 -0.014 0.0019
Si 0.9997 -1.8044 14.9137 -0.0003 0.0006 0.0016
Si 12.8673 2.6248 12.7067 0 -0.0012 0.0015
Si 2.1981 5.6235 20.5942 0.0014 -0.0004 -0.0004
Si 15.2055 6.5658 18.4711 0.0029 -0.003 -0.0004
Si 6.4747 -2.4746 14.6878 0.0022 0.0009 0.0021
Si 5.5718 8.3293 20.5311 -0.0017 0.0011 -0.0006
Si 8.4044 7.1236 16.8781 -0.0008 -0.0001 0.0006
Si 6.0143 7.7278 11.6899 0.0004 0.0005 0.0023
Si 7.608 0.3346 15.7532 0.0055 -0.0018 -0.006
Si 8.2894 7.163 21.7442 0.0022 0.0002 -0.0008
Si 3.9645 6.7086 22.6294 -0.0004 0.0002 -0.0007
Si 5.9235 0.5934 9.3555 0.0088 0.0243 0
Si 9.8747 -1.2954 17.2358 -0.0008 0.0019 0.0029
O 9.5402 7.6443 20.8279 0.0027 -0.001 0.0004
O 6.0068 15.4509 16.1503 -0.003 0.0001 -0.0022
O 11.5802 -1.753 21.4731 -0.0022 0.0075 0.0049
O 7.2555 14.3771 18.2232 -0.0072 0.0231 -0.0079
O 5.6504 9.9583 20.5048 -0.0002 -0.003 0.0003
O 8.93 -0.2118 16.4392 0.0015 -0.0013 -0.001
O 7.0647 1.6835 9.098 -0.0047 0.0059 0.0158
O 1.0161 -4.3455 21.1311 -0.0016 0.0024 -0.0005
O 6.7157 -2.9911 13.1668 0 -0.0012 -0.0036
O 12.5272 4.2001 20.0942 0.0003 -0.0011 -0.0002
O 0.4705 -2.8869 19.0033 0.0012 -0.002 -0.0007
O 0.6358 9.7376 11.2376 0.0017 -0.0006 -0.0012
O -1.4235 8.1511 11.6401 -0.0006 0 -0.0009
O 1.6931 4.0001 13.5868 -0.0002 -0.0011 -0.0011
O 5.2703 9.1211 11.3587 0.0002 -0.0011 -0.0008
O 3.2898 5.4681 21.7857 0.0006 -0.0003 0.0002
O 7.2083 7.3946 10.6389 0.0006 -0.0011 -0.0009
O 4.3394 0.1639 18.4988 -0.0006 -0.0018 -0.0007
O -0.3302 10.5653 18.3614 0.0021 -0.0025 -0.0029
O 1.9727 0.3405 22.2276 0.0007 0.0013 -0.0116
O -1.021 10.4896 13.0623 0.0001 -0.0018 -0.0013
O 4.8132 -0.0364 13.2944 0.0002 -0.0018 -0.0019
O 7.4782 7.619 15.6376 -0.0017 -0.0003 -0.0009
O 4.1567 0.3707 15.7808 -0.0005 -0.0021 -0.0025
O -2.1468 -5.3219 11.7011 0.0016 -0.0032 0
O 4.6446 13.4697 17.2594 -0.0005 -0.0009 -0.001
O 2.3134 3.0294 11.1782 0.0004 0 -0.0007
O 2.6267 8.0791 11.1087 -0.0004 -0.0003 0
O 9.2216 3.5971 13.3954 0.0004 0.0008 -0.0032
O 5.1182 -3.0975 19.0307 0.0002 -0.0001 0.0007
O 9.7083 6.3226 16.3372 0.0021 -0.0009 -0.0012
O 5.1956 5.2107 18.574 -0.0031 0.0028 0.0004
O 9.4593 3.7074 16.0481 0.0007 -0.0008 -0.0016
O -0.5191 1.6252 14.8226 0.0016 -0.0008 -0.0012
O 6.7939 -11.7867 14.9949 0.0005 -0.0003 0.0004
O 2.4154 8.6132 15.4794 -0.0007 0.0006 0.0004
O 6.6098 11.8064 17.1481 -0.0013 0.0017 0.0008
O 10.9766 4.288 11.3655 -0.0017 -0.0011 -0.0002
O 14.7452 -4.0882 16.9482 0.0007 -0.0015 0.0009
O 5.614 0.6961 10.9496 0.0059 0.0033 -0.0231
O 6.9927 7.7107 20.9391 0.0006 -0.0014 0.0003
O 7.8835 1.749 14.9886 0.0007 0.0001 -0.0011
O 10.0017 14.7993 20.8156 0.0004 -0.0002 0.0001
O 1.2245 10.6895 14.4504 -0.0009 -0.0008 -0.0009
O 2.423 5.5559 10.8272 0.0002 0.0005 0.0004
O 13.8422 6.259 14.5187 -0.0003 -0.0008 -0.001
O 11.877 4.9741 15.9207 0.0007 -0.0008 -0.0005
O 0.4097 8.3379 13.598 -0.0002 -0.0008 -0.0012
O 4.4433 7.8644 21.5871 0.0012 -0.0004 -0.001
O 10.9071 9.0349 16.1615 0.0021 -0.001 -0.0024
O 0.6449 12.5666 12.5524 0.0001 0 -0.0007
O 8.5897 3.0458 10.9513 -0.0028 0.0008 -0.0052
O 10.5217 0.5766 20.8316 0.0053 -0.0029 0.0066
O 10.5907 4.7046 18.2731 0.0006 -0.0003 0.0009
O 8.7059 1.3033 18.921 0.0328 -0.0097 0.0079
O 2.8851 6.3545 19.2923 -0.0008 -0.0011 0.0007
O 11.1536 -8.6856 18.9522 0.0034 0.0027 -0.0004
O 6.2307 12.436 19.7142 -0.0277 -0.017 0.0215
O 14.2854 4.0071 15.6696 -0.0009 -0.0008 -0.0014
O 8.2128 5.5274 21.7994 0.0007 0.0007 -0.0011
O 4.8201 6.6012 11.5234 0.0002 -0.0004 0.0004
O 4.9139 8.1423 14.9879 0.0001 -0.0006 -0.0016
O -2.0706 8.444 17.7371 0.0006 -0.0005 -0.0012
O 5.2411 13.3524 14.6465 -0.0002 -0.0012 -0.0014
O 3.1192 -0.292 11.1718 -0.0009 -0.0013 0.0012
O 7.5423 -4.8764 17.7754 0.0051 0.0036 0.0008
O 4.0608 1.161 21.0322 -0.0036 -0.0059 0.0188
O 13.9372 1.7642 13.5682 -0.0009 0.0001 -0.0015
H 1.3217 -3.2656 18.7227 -0.0017 0.0008 0.0015

Results
free energy: -137529.241 eV
free energy less fixed offsets of H -15.97, O -568.88, Si -635.61 eV per atom: -4.571 eV

The program warned: the cutoff lies below the one the program advises for these potential files; the exchange-correlation potential is rough where the density is thin.
